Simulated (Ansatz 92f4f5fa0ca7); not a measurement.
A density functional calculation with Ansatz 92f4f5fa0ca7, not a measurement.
Periodic cell of 234 atoms, Si134O100, from a study of silicon, its oxide and their interface. The atomic structure is a simulated model.

Settings
functional: PBE
potential files: Ansatz PAW
basis: plane waves
wave-function cutoff: 700 eV
density cutoff ratio: 5
exchange-correlation grid ratio: 2
k mesh: 2 x 2 x 1, shifted by 0.5 0.5 0.5 of a step
self-consistency stop: 5e-08 eV per atom in the density residual
occupations: Fermi-Dirac, 0.05 eV
spin: none
net charge: 0

Cell vectors (angstrom)
a	11.5983	0	0
b	0	15.4644	0
c	0.6409	-7.0555	22.898

Atoms: element, x, y, z (angstrom)
Si	1.2148	4.5706	0.0153
Si	1.3318	7.7631	0.4847
Si	1.1393	12.4722	0.1765
Si	1.0248	15.5937	0.0468
Si	5.1488	4.2905	-0.2042
Si	4.9406	7.4696	0.0056
Si	4.9082	12.309	0.0724
Si	4.7796	15.4289	0.3416
Si	8.7667	3.9489	-0.0865
Si	9.2596	7.9226	0.6679
Si	8.8354	10.8947	-0.3253
Si	8.7103	16.2401	-0.1528
Si	3.1784	4.0237	1.2316
Si	3.2996	7.9423	1.6765
Si	3.0161	11.856	1.4626
Si	2.8489	15.819	1.5421
Si	6.9294	4.1119	1.3671
Si	6.977	7.8796	1.348
Si	7.0028	11.6666	1.1101
Si	6.9197	15.8383	1.3727
Si	10.7833	4.141	1.2674
Si	11.1253	8.1039	1.9353
Si	10.6683	11.9319	1.1883
Si	10.6327	15.7594	1.2936
Si	3.1917	5.9057	2.8128
Si	3.1423	9.9626	2.8601
Si	3.0111	13.7933	2.8061
Si	3.0148	17.741	2.8035
Si	6.9663	6.0007	2.7932
Si	6.9386	9.8781	2.6719
Si	7.0045	13.7175	2.5397
Si	6.895	17.7062	2.7887
Si	10.8732	5.9656	2.8526
Si	10.9098	10.1903	2.8569
Si	10.6554	13.7969	2.681
Si	10.7673	17.6826	2.6973
Si	1.2162	5.9838	4.2091
Si	1.2125	10.047	4.2227
Si	1.0151	13.7582	4.1314
Si	1.0736	17.6962	4.1443
Si	5.0869	5.9704	4.2266
Si	5.0943	9.9688	4.152
Si	5.0728	13.7496	4.0533
Si	4.9585	17.7044	4.1463
Si	8.9218	5.9983	4.1775
Si	8.8862	9.9741	4.0918
Si	8.7995	13.7595	4.116
Si	8.8571	17.7183	4.1259
Si	1.1498	4.0958	5.6126
Si	1.2044	8.0365	5.4509
Si	1.1017	11.9153	5.6551
Si	1.0387	15.6951	5.4499
Si	5.0579	4.0875	5.6354
Si	5.1198	7.9946	5.4521
Si	5.0382	11.8815	5.5432
Si	4.9853	15.7081	5.3742
Si	8.8748	4.1207	5.6233
Si	8.9736	8.0041	5.4264
Si	8.8548	11.8613	5.5571
Si	8.8057	15.7348	5.4143
Si	3.0996	4.1328	6.9479
Si	3.164	8.0479	6.7736
Si	3.1001	11.9212	6.9537
Si	3.0454	15.6142	6.7203
Si	6.9681	4.1028	7.0444
Si	7.0603	7.8951	6.8088
Si	6.9436	11.8567	6.9421
Si	6.8797	15.8572	6.7596
Si	10.8205	4.1018	6.9735
Si	10.8794	8.1274	6.851
Si	10.7346	11.8529	7.0438
Si	10.6901	15.6282	6.8347
Si	3.172	6.211	8.2121
Si	3.1369	9.9214	8.1926
Si	2.9704	13.848	8.332
Si	3.1295	2.0452	8.0354
Si	6.9722	6.0734	8.3737
Si	7.1093	9.7741	8.1743
Si	6.7648	13.9624	8.0622
Si	6.9656	2.1535	8.3853
Si	10.9061	6.1918	8.1453
Si	10.8054	9.9554	8.4994
Si	10.6113	13.783	8.3946
Si	10.7417	2.0346	8.2273
Si	1.2267	6.6629	9.4808
Si	1.3068	9.7449	9.684
Si	1.0077	14.1582	9.6803
Si	1.2111	1.7112	9.3111
Si	4.9914	6.5508	9.7065
Si	5.1523	9.6209	9.4053
Si	4.9505	14.3103	9.6054
Si	4.9199	1.919	9.5729
Si	9.0328	6.3212	9.5359
Si	8.7958	9.4075	9.8739
Si	8.4724	13.999	9.6158
Si	8.9038	1.6241	9.7276
Si	0.7998	12.9621	20.0409
Si	2.6155	12.0286	14.7244
Si	2.4678	0.8459	18.1713
Si	1.3603	4.1555	11.369
Si	2.2903	4.0253	20.2632
Si	-1.5391	13.7545	16.0651
Si	3.8113	10.6926	18.3228
Si	9.6774	3.5107	14.489
Si	3.5324	2.3864	15.8425
Si	9.8385	3.9729	11.6487
Si	5.5742	0.4033	15.9607
Si	3.2404	6.4721	18.5264
Si	2.9415	6.3286	15.5789
Si	-1.1862	11.553	13.9069
Si	6.2574	12.1987	11.0927
Si	7.792	11.9118	17.2131
Si	11.7733	2.7524	18.5482
Si	9.2084	7.4391	17.4119
Si	7.6822	4.8934	16.4316
Si	7.8991	-4.7561	12.7798
Si	10.0325	-0.7829	21.0795
Si	4.3444	4.2119	11.8224
Si	6.4631	11.0451	19.9094
Si	1.1885	10.1185	20.1666
Si	9.0714	2.119	19.9662
Si	1.3042	13.8001	17.0917
Si	0.5034	8.1348	18.093
Si	3.5242	1.3654	20.8126
Si	8.1	8.4038	20.1454
Si	12.8584	11.9509	11.9811
Si	2.2968	9.2889	16.0683
Si	5.1562	4.7449	14.6537
Si	8.856	9.6176	15.326
Si	7.2305	2.154	17.7058
Si	5.4435	7.0579	20.6091
Si	4.9571	12.7723	16.3634
Si	8.4687	0.8552	15.3506
Si	12.5652	3.8279	15.6334
O	1.6672	9.5719	21.6312
O	-0.2575	-1.2077	16.9298
O	8.4661	1.5041	16.8486
O	1.2355	6.1462	0.4413
O	1.4339	11.5253	-1.1143
O	12.02	3.5347	17.1421
O	1.1967	14.0227	-0.4921
O	8.7832	17.8332	-0.6376
O	5.3589	3.5356	-1.6928
O	9.3355	0.5665	20.4674
O	5.1339	-1.0806	16.4405
O	4.651	12.6389	-1.5599
O	4.2934	1.0896	15.1938
O	9.0115	3.4003	21.0069
O	4.4888	15.3887	-1.2977
O	7.3899	9.8307	20.4369
O	1.9182	13.08	21.2306
O	9.1211	-2.0983	21.4822
O	11.2536	-1.3439	20.1597
O	5.0196	5.9058	-0.5613
O	7.0075	7.1881	20.1593
O	8.5556	15.2981	-1.5348
O	4.4206	7.2244	19.3447
O	1.2396	8.1665	10.2366
O	9.0268	8.1271	15.9387
O	1.5781	2.9561	10.3117
O	11.2926	3.642	14.6548
O	13.2836	10.7195	10.9854
O	9.011	4.2986	15.7282
O	8.752	8.3813	18.6536
O	4.7253	5.6111	11.0451
O	5.0492	8.155	10.2649
O	-0.9213	12.7486	14.9579
O	13.9283	12.3466	13.155
O	1.4343	13.0656	18.5415
O	5.2057	13.4457	11.0108
O	4.7268	2.9718	10.8292
O	8.2465	6.1193	17.3526
O	0.8785	9.1839	16.8858
O	9.3666	5.1954	10.6947
O	4.0699	5.9541	14.4708
O	8.9447	7.7983	10.2945
O	7.7479	12.7887	10.5749
O	6.5083	-3.9259	12.5711
O	9.2369	2.5749	11.0382
O	4.9113	15.858	10.2351
O	4.5448	3.6523	15.7069
O	8.4114	10.5333	16.6051
O	7.3537	11.8616	18.7863
O	-0.0799	11.4555	12.7501
O	7.5961	2.034	19.2755
O	2.5071	7.8692	15.3012
O	12.5953	13.2856	11.0854
O	1.1236	15.7549	10.2098
O	3.5462	9.6168	17.0989
O	2.7462	4.1436	12.2699
O	2.3042	-0.3791	17.1144
O	5.1558	10.3855	19.175
O	13.6916	2.7322	15.1425
O	13.226	5.3353	15.5516
O	10.2012	2.5161	18.8416
O	10.8246	7.1961	17.6724
O	1.7551	12.8991	15.8152
O	0.2197	11.4377	20.2288
O	5.9099	1.2741	17.3214
O	8.3852	10.0327	11.3666
O	10.541	-0.2709	22.5439
O	12.3925	3.6443	19.7497
O	7.0274	3.7423	17.3809
O	3.7391	6.2175	17.0035
O	6.4574	12.1653	16.3198
O	-0.1502	3.8785	11.9229
O	7.7993	9.6479	14.0513
O	-2.6211	11.8547	13.2165
O	3.2997	0.3798	19.5059
O	8.6675	0.0577	10.3437
O	1.8259	7.2573	18.4089
O	6.5685	5.2912	15.2899
O	2.2175	10.4586	14.9515
O	1.2785	5.6559	10.7686
O	2.9219	5.0897	19.2482
O	5.2988	4.0952	13.1603
O	9.1963	4.2397	13.1202
O	2.5291	10.5425	19.3166
O	4.196	12.3289	14.9932
O	1.6026	8.2907	-1.0578
O	-2.2044	-0.4628	15.2798
O	5.4966	10.9915	10.2746
O	-1.2999	10.1316	14.7258
O	4.0845	12.1777	17.6346
O	9.1567	1.9599	14.3743
O	9.4789	9.4231	0.0292
O	6.9078	0.4542	14.9912
O	3.4135	2.8588	20.2094
O	4.9646	13.8285	0.731
O	0.2409	8.9949	19.4472
O	0.947	1.3127	18.5548
O	4.3347	8.2486	-1.3592
O	8.9196	13.0836	17.0327
O	3.2139	2.0879	17.4163

Results
free energy: -142069.739 eV
free energy less fixed offsets of O -569.03, Si -635.61 eV per atom: 5.001 eV
pressure: -0.30 GPa
stress xx, yy, zz, yz, xz, xy (GPa, positive in tension): 0.1, 0.09, 0.72, 0.03, -0.03, 0.65

Forces (eV/angstrom), in the order of the atoms: element, x, y, z
Si	-0.2207	0.2627	-0.1021
Si	0.357	0.0148	-0.0974
Si	0.0597	-0.1461	-0.2935
Si	-0.0731	0.1016	-0.188
Si	-0.0248	-0.0306	-0.029
Si	-0.2005	0.0644	-0.2627
Si	-0.3437	0.0869	0.1624
Si	0.3207	-0.1138	0.009
Si	0.1604	-0.255	0.1914
Si	0.1232	0.2199	-0.0019
Si	-0.0848	-0.3197	0.2365
Si	0.0285	-0.1019	0.2037
Si	0.0882	0.0708	-0.267
Si	0.0413	0.0377	-0.136
Si	0.008	0.1145	-0.1791
Si	-0.0894	-0.0437	-0.0993
Si	0.0465	-0.0058	-0.2478
Si	-0.0757	-0.1354	-0.2442
Si	-0.1484	0.0612	-0.3885
Si	-0.113	0.0905	-0.3881
Si	-0.0577	0.0131	-0.4001
Si	-0.113	-0.2154	0.1945
Si	0.1372	0.0013	-0.3461
Si	-0.1415	0.0944	-0.1991
Si	-0.0998	-0.1485	0.2969
Si	0.0383	0.1051	-0.0457
Si	0.0894	-0.0795	0.5709
Si	0.0196	0.0673	0.0174
Si	-0.0326	-0.0078	0.0268
Si	0.1009	0.0721	-0.0758
Si	-0.0786	-0.1164	0.2176
Si	0.0493	-0.024	0.0806
Si	0.3708	-0.253	0.2682
Si	-0.1687	0.0618	0.0632
Si	-0.0016	0.0534	-0.0665
Si	-0.0645	0.2388	-0.1007
Si	-0.1203	-0.2058	-0.1587
Si	-0.0215	0.0241	0.0719
Si	0.1768	-0.1297	-0.3481
Si	-0.0743	0.0316	0.0625
Si	-0.0426	0.0372	-0.2257
Si	-0.0386	0.0772	0.0679
Si	0.0073	0.08	-0.321
Si	0.0108	-0.0138	-0.0236
Si	0.098	0.1013	-0.1175
Si	0.0004	0.0425	0.059
Si	-0.0895	0.0088	-0.1516
Si	0.0468	-0.008	0.0259
Si	0.0475	0.0629	-0.0723
Si	-0.0754	-0.0581	0.0554
Si	0.113	0.0392	0.0694
Si	0.0006	-0.0081	0.0512
Si	-0.0137	0.0211	-0.0483
Si	-0.1103	-0.0286	0.0421
Si	0.0412	0.0201	-0.0231
Si	0.0742	-0.1261	0.0036
Si	0.0177	-0.0056	-0.1657
Si	-0.0464	0.0157	0.0569
Si	-0.098	0.0335	-0.062
Si	0.0438	0.0012	-0.0115
Si	-0.0564	0.1013	0.1403
Si	0.0252	0.03	-0.2531
Si	-0.0314	0.0688	-0.0869
Si	0.0867	-0.1334	-0.2417
Si	-0.0009	-0.0095	0.0956
Si	0.1231	0.0299	-0.0881
Si	-0.005	-0.0258	0.092
Si	-0.0793	0.1146	-0.0651
Si	0.0184	0.0033	0.1815
Si	-0.0631	0.0161	-0.0303
Si	0.0722	-0.1338	-0.0434
Si	0.0117	0.0203	-0.083
Si	-0.1619	-0.101	0.0685
Si	0.0771	-0.0116	0.2482
Si	0.2497	0.0683	0.1964
Si	0.0614	0.0635	0.1981
Si	-0.0071	0.1175	0.1439
Si	-0.1035	0.0986	0.0945
Si	-0.045	-0.2167	0.2396
Si	-0.0037	-0.1205	0.1667
Si	-0.0459	-0.032	0.1607
Si	-0.0618	-0.1072	0.2355
Si	-0.0704	0.0978	0.3298
Si	-0.0102	0.0182	0.1816
Si	0.0699	-0.0254	0.352
Si	0.1261	-0.1824	0.0845
Si	0.0263	0.2684	0.269
Si	-0.0707	0.0415	0.3591
Si	-0.0504	0.2218	0.2875
Si	0.1773	-0.045	0.0746
Si	-0.1522	0.2592	0.2352
Si	-0.1635	-0.03	0.2417
Si	0.222	-0.0877	0.2223
Si	-0.0454	-0.1249	0.203
Si	-0.2602	0.1775	-0.1123
Si	0.0677	-0.0924	0.1779
Si	0.0267	-0.1627	-0.3065
Si	0.0129	-0.0717	0.3153
Si	-0.1302	0.1694	-0.1417
Si	-0.11	0.0124	-0.1792
Si	0.0118	-0.0022	-0.2666
Si	-0.0467	0.0512	-0.0152
Si	-0.0588	0.0431	-0.3817
Si	-0.0094	0.0695	0.1114
Si	-0.0209	0.0161	-0.0372
Si	-0.211	0.0948	0.0536
Si	0.0094	-0.0099	-0.055
Si	-0.2371	-0.0804	-0.2874
Si	-0.0868	0.0369	0.0656
Si	-0.0791	-0.0306	0.3343
Si	-0.0353	-0.0034	-0.1331
Si	0.0285	-0.0128	-0.1974
Si	0.1982	-0.0532	-0.2644
Si	0.1126	-0.1826	-0.2681
Si	0.0299	-0.0908	-0.0527
Si	0.1569	-0.0206	0.2851
Si	0.054	0.1203	0.1672
Si	0.1819	-0.049	-0.0312
Si	-0.0805	0.0878	-0.1948
Si	-0.0102	-0.1009	-0.2577
Si	0.2734	0.11	-0.453
Si	-0.0148	0.0992	-0.1748
Si	0.0328	-0.0525	-0.2178
Si	-0.2822	-0.0394	-0.142
Si	-0.0173	-0.0339	-0.2588
Si	-0.0411	-0.0222	0.0472
Si	0.0038	-0.1403	0.0072
Si	0.0423	0.0425	0.2401
Si	0.0577	-0.093	0.0157
Si	-0.0097	0.1656	-0.1305
Si	-0.0238	0.0362	-0.3028
Si	-0.005	-0.0196	0.0544
Si	0.0229	0.0123	0.0378
Si	0.0057	-0.0027	0.1079
O	-0.0142	-0.1508	0.3549
O	0.0068	-0.0345	0.0315
O	-0.0375	-0.0429	0.0234
O	-0.1416	-0.2057	-0.3128
O	-0.0739	0.0404	-0.0298
O	0.0011	-0.0152	0.0543
O	-0.0909	-0.2236	0.4221
O	0.0829	-0.0662	0.2115
O	-0.0394	0.1349	0.4103
O	-0.0627	-0.1484	-0.0435
O	0.0232	0.0424	-0.0114
O	0.0681	-0.1113	0.3829
O	0.1065	-0.0391	0.0067
O	0.0154	0.4358	0.4408
O	-0.0165	0.035	0.298
O	-0.051	0.023	0.0064
O	0.1149	-0.1613	0.5671
O	-0.0348	-0.2345	0.1231
O	-0.0966	0.1068	0.1338
O	0.0132	0.2519	0.2625
O	0.0244	0.0128	0.0725
O	0.1059	0.12	0.2505
O	0.2536	0.0311	0.3202
O	-0.0295	-0.0926	-0.606
O	-0.0351	0.0635	0.0518
O	0.0277	0.049	0.0083
O	-0.1163	-0.0416	-0.076
O	-0.1166	-0.0302	-0.1429
O	0.0556	-0.0898	-0.0873
O	-0.0908	0.1037	0.3263
O	0.0332	0.0262	-0.1067
O	0.0366	-0.0261	-0.6208
O	0.038	-0.1091	-0.0953
O	-0.0065	0.0001	-0.2466
O	-0.0511	-0.0118	0.2667
O	0.0035	-0.1261	-0.1224
O	0.0348	0.0104	-0.0396
O	0.0093	0.0607	0.0978
O	-0.0048	0.0241	0.0515
O	-0.1127	0.0581	-0.0579
O	0.0344	-0.0679	-0.0777
O	-0.0113	0.156	-0.4326
O	0.2664	0.1691	-0.0132
O	-0.0666	0.0075	-0.2125
O	-0.0802	-0.0323	-0.058
O	0.0583	-0.1153	-0.4941
O	0.0033	0.0164	-0.0923
O	-0.0489	0.0814	0.0172
O	-0.0683	-0.0241	0.2424
O	0.0653	0.0297	-0.1268
O	0.0669	-0.01	0.2503
O	0.0018	0.0081	0.0173
O	0.0224	-0.0453	-0.1938
O	-0.0473	-0.1111	-0.6845
O	0.0279	0.0738	0.1195
O	-0.0185	0.0081	-0.0639
O	-0.014	-0.0472	0.0886
O	0.1706	-0.0473	0.1336
O	0.0459	0.0479	0.0652
O	0.0395	-0.0368	-0.0535
O	-0.215	-0.1065	0.2594
O	-0.0555	0.0413	0.0762
O	0.0065	-0.0723	-0.0608
O	-0.0605	0.112	0.1384
O	0.0457	0.0025	-0.0276
O	0.1138	-0.077	-0.2955
O	0.0015	-0.0279	-0.0926
O	-0.0007	0.0094	0.1649
O	0.0159	-0.0802	0.0231
O	-0.0067	0.0212	0.1232
O	0.0588	-0.017	0.0048
O	0.1195	0.0034	0.0606
O	0.0019	0.1573	-0.1685
O	-0.0685	-0.0377	-0.1493
O	0.0277	0.0319	0.2769
O	0.103	-0.0034	-0.4736
O	0.0253	0.0116	0.0992
O	-0.1	-0.0325	-0.0532
O	0.0206	0.1091	-0.0417
O	0.0467	-0.0759	-0.0377
O	0.0215	-0.0032	0.1757
O	-0.1205	0.0121	-0.25
O	0.0476	-0.0679	-0.2264
O	-0.0818	0.0151	0.1418
O	-0.0863	-0.0042	-0.0928
O	-0.1181	-0.0961	0.0509
O	-0.0089	-0.0136	-0.0142
O	-0.0178	0.0023	0.2206
O	-0.0333	0.1316	-0.0609
O	-0.0222	-0.0501	0.1039
O	-0.0398	0.0456	-0.0075
O	-0.2185	0.4285	-0.1393
O	-0.0311	-0.0122	0.0346
O	0.0691	0.0345	0.1009
O	0.358	-0.0263	-0.1892
O	0.0317	0.082	0.1582
O	0.0029	0.0213	0.0946
O	0.3219	-0.1485	0.3884
O	0.0044	-0.039	0.0454
O	0.028	-0.0895	0.0463

The program warned: the cutoff lies below the one the program advises for these potential files.
